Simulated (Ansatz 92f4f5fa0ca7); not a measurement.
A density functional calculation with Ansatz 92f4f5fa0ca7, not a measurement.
Periodic cell of 223 atoms, Si132O90As1, from a study of silicon, its oxide and their interface. The atomic structure is a simulated model.
Doubt: the cutoff is far below the 930 eV that the study's wrapper takes by default for these files, so forces and energies are approximate.
This geometry differs little from another in the collection (a relaxation step or a small displacement).

Settings
functional: PBE
potential files: Ansatz PAW
basis: plane waves
wave-function cutoff: 580 eV
density cutoff ratio: 5
exchange-correlation grid ratio: 1
k mesh: 1 x 1 x 1, Gamma-centred
self-consistency stop: 5e-08 eV per atom in the density residual
occupations: fixed
spin: none
net charge: +1 e, with a uniform compensating background and no finite-size correction

Cell vectors (angstrom)
a  10.938  0  0
b  0  10.938  0
c  0  0  32.1988

Atoms and the computed forces on them: element, x, y, z (angstrom), force x, y, z (eV/angstrom)
Si  10.5798  0.2248  24.8536  -0.0049  -0.0069  -0.0363
Si  5.7291  10.6807  24.733  -0.0059  0.0051  -0.0357
Si  2.4719  2.9177  24.6274  -0.0006  -0.0063  -0.0355
Si  8.4173  2.4649  24.8171  -0.0083  0.0042  -0.0346
Si  0.2669  5.1682  24.7458  -0.0078  0.001  -0.0373
Si  5.146  5.7489  24.6792  -0.0019  -0.0106  -0.0357
Si  2.926  8.0075  24.5878  -0.0063  0.0051  -0.0416
Si  7.9315  8.4381  24.7201  0.0037  -0.0088  -0.0371
Si  1.3223  1.3839  26.0259  -0.0035  0.0097  -0.0078
Si  6.8369  1.3097  26.1146  0.0205  -0.0107  -0.0034
Si  4.0359  4.1047  25.982  -0.0001  0.0131  -0.0142
Si  9.6009  4.0593  26.0789  0.0123  -0.008  -0.0112
Si  1.3904  6.8272  25.9945  0.0095  -0.0023  -0.0111
Si  6.7603  6.8539  26.0159  -0.0027  0.0079  -0.0122
Si  4.0953  9.5341  25.9916  0.0057  -0.0045  -0.0134
Si  9.4576  9.5685  26.1387  -0.0085  0.016  -0.0011
Si  2.7201  -0.0065  27.3344  -0.0051  -0.0036  -0.0048
Si  8.1534  -0.0207  27.5515  -0.0035  -0.0054  0.0035
Si  0.0057  2.7172  27.4815  -0.0046  -0.0034  -0.0044
Si  5.4324  2.7442  27.3569  -0.0132  -0.0067  0.0027
Si  2.7219  5.4677  27.4229  -0.0023  -0.0103  0.0008
Si  8.1769  5.4722  27.3429  -0.0044  -0.0041  -0.0027
Si  -0.0144  8.1819  27.3638  -0.0074  -0.0069  0.0003
Si  5.4338  8.1997  27.4412  0.0029  -0.0016  -0.0003
Si  4.0712  1.364  28.7355  0.0144  0.0071  0.0085
Si  9.5737  1.3532  28.8404  -0.0053  -0.0012  -0.0242
Si  1.3615  4.1088  28.8096  0.0006  -0.0037  -0.0137
Si  6.8203  4.103  28.7304  0.0087  -0.0005  0.0019
Si  4.0923  6.8182  28.7986  -0.003  0.0001  -0.0082
Si  9.546  6.8229  28.7394  0.0057  0.0086  0.0026
Si  1.3586  9.566  28.7248  0.0023  0.0038  0.0021
Si  6.7783  9.5437  28.8561  0.0203  0.0055  -0.0259
Si  0.0154  -0.0268  30.1561  0.0038  -0.0117  0.007
Si  5.4205  0.0107  30.1575  -0.0265  0.0056  0.0063
Si  2.7318  2.7267  30.1487  0.0048  -0.0164  0.0035
Si  8.1846  2.7478  30.1319  -0.0116  0.01  0.007
Si  -0.0298  5.4698  30.1359  -0.0185  -0.0017  0.0042
Si  5.4759  5.4557  30.1451  0.0086  -0.0092  0.0053
Si  2.7143  8.2095  30.1194  -0.0104  0.0048  0.0054
Si  8.1986  8.177  30.1565  0.002  -0.0148  0.0092
Si  1.3715  1.3525  31.5263  0.0011  0.0161  -0.0012
Si  6.8188  1.3798  31.4911  0.0202  -0.0145  -0.0024
Si  4.1105  4.0889  31.5139  -0.0143  0.0077  -0.0049
Si  9.5525  4.0994  31.5119  0.0104  0.0037  -0.0012
Si  1.3443  6.8481  31.4777  0.0171  -0.0027  -0.0058
Si  6.8409  6.8116  31.5333  0.0025  0.0079  -0.0006
Si  4.0668  9.5661  31.5182  0.0218  -0.002  -0.0032
Si  9.576  9.5483  31.5158  -0.0014  0.0143  -0.0016
Si  2.7312  -0.0087  0.7137  -0.0038  -0.0086  -0.0069
Si  8.1917  0.0044  0.6478  -0.0045  -0.0005  -0.0007
Si  -0.01  2.7322  0.679  -0.0064  -0.0165  0.0108
Si  5.4821  2.7305  0.6915  0.0069  0.0115  -0.0101
Si  2.725  5.4927  0.6381  -0.0013  -0.0059  0.0001
Si  8.2127  5.4523  0.712  -0.0067  -0.0095  0.0059
Si  0.0066  8.184  0.6881  -0.0162  -0.0028  -0.0038
Si  5.4617  8.2039  0.6779  -0.019  -0.0111  0.0144
Si  4.1296  1.3608  2.0556  -0.0063  -0.0122  -0.0039
Si  9.5538  1.349  2.0397  0.0222  0.001  0.0116
Si  1.3639  4.1398  2.0079  0.0205  -0.0071  -0.0094
Si  6.8483  4.0783  2.0778  0.0052  -0.0087  -0.017
Si  4.0936  6.8243  2.0443  0.0083  0.0093  0.0043
Si  9.5823  6.8302  2.0651  0.014  -0.0045  -0.0066
Si  1.375  9.5362  2.0632  0.0159  0.0121  -0.0056
Si  6.8295  9.5917  2.0294  0.0021  0.0204  -0.0053
Si  -0.0236  -0.0512  3.3846  -0.0025  0.032  0.0213
Si  5.4923  0.0083  3.4578  0.0089  -0.0277  -0.032
Si  2.7724  2.7948  3.334  -0.0426  -0.016  0.021
Si  8.2044  2.6998  3.455  0.0101  0.0012  0.0097
Si  0.0257  5.4729  3.4384  -0.0224  0.0012  0.0113
Si  5.4846  5.4698  3.4075  -0.0311  0.0044  0.014
Si  2.7557  8.1919  3.4548  0.0141  -0.005  -0.0045
Si  8.1996  8.2279  3.3711  -0.0097  -0.0175  0.0031
Si  1.3573  1.4334  4.6002  0.046  -0.0164  0.0234
Si  6.8731  1.3083  4.8918  0.0082  -0.0096  -0.0127
Si  4.1172  4.0978  4.7957  0.0339  0.0073  -0.0142
Si  9.5837  4.0852  4.7796  -0.0038  0.0216  -0.03
Si  1.4076  6.8193  4.8365  -0.0104  0.0231  -0.012
Si  6.8205  6.8963  4.7319  -0.0126  -0.0002  -0.0282
Si  4.1655  9.5524  4.8318  0.0002  0.0198  0.0147
Si  9.5422  9.5391  4.7928  0.0368  0.0224  -0.0038
Si  2.6625  0.0378  5.9702  -0.0441  0.0361  0.0126
Si  8.2094  -0.0806  6.2805  0.0002  -0.0433  0.0345
Si  0.0245  2.6738  6.0728  -0.0015  -0.0342  -0.0055
Si  5.5606  2.7844  6.2109  -0.0377  0.0902  0.0937
Si  2.8068  5.4757  6.2093  0.0221  0.0122  -0.0129
Si  8.1722  5.4936  6.0378  0.003  -0.012  0.0279
Si  -0.0109  8.1722  6.1571  -0.0255  -0.0081  0.0228
Si  5.5323  8.2162  6.2532  0.016  -0.0038  -0.007
As  3.8969  1.5042  7.5639  -0.0918  0.0068  -0.1365
Si  9.828  1.1328  7.465  0.0427  0.006  0.0997
Si  1.6351  3.7927  7.3351  -0.159  0.068  0.6011
Si  6.6705  4.4466  7.5064  0.0475  0.0245  0.0322
Si  4.4017  6.6342  7.5593  -0.0023  -0.0112  0.1077
Si  9.3504  6.9521  7.4313  0.0211  -0.0612  0.1704
Si  1.1046  9.89  7.3143  -0.0178  0.012  0.0615
Si  7.1528  9.2254  7.6989  0.024  0.0138  0.1152
O  8.2981  8.0824  7.9718  0.0007  0.0065  -0.1113
O  2.7422  2.7532  8.072  -0.0663  0.0496  -0.1751
O  9.5106  1.3483  24.2623  0.0079  0.001  0.039
O  4.0402  6.8623  24.1189  0.0035  0.0038  0.0433
O  0.0355  0.0346  7.9753  -0.0077  -0.0376  -0.0517
O  5.518  5.5036  8.0447  -0.0045  0.0022  -0.0109
O  6.8407  9.572  24.1915  -0.0002  0.0009  0.0366
O  1.3605  4.061  24.1597  0.0008  0.0043  0.0398
O  3.8659  7.3888  8.944  0.0269  -0.0338  -0.0856
O  0.8058  4.3578  8.6427  0.2355  -0.0525  -0.4589
O  9.8111  6.1664  8.8138  0.0528  0.0182  -0.1035
O  2.131  9.3799  8.4796  -0.0051  0.0229  -0.0649
O  7.5278  3.9375  8.8087  -0.0316  0.0266  -0.0647
O  4.2233  0.7871  9.1692  -0.1479  0.0828  -0.2074
O  6.7104  9.5918  9.2384  0.0374  -0.0349  -0.1013
O  9.1845  1.8413  8.803  0.0071  -0.017  -0.0727
O  7.7012  3.1533  23.5163  0.0104  -0.0105  0.058
O  10.4865  5.8476  23.4439  0.0146  -0.0146  0.0604
O  5.0798  0.4393  23.4018  0.0114  -0.015  0.0604
O  5.8533  5.0906  23.3522  -0.0108  0.0123  0.0605
O  3.0973  2.2113  23.2666  -0.0103  0.0088  0.0592
O  2.2903  8.7213  23.2247  0.0114  -0.0106  0.0598
O  8.6109  7.7572  23.385  -0.0086  0.0084  0.0571
O  0.2287  10.3397  23.5816  -0.0134  0.0119  0.0673
Si  4.3835  1.5719  22.4609  0.0022  0.0011  -0.1041
Si  3.4972  7.9316  14.0338  0.0018  -0.0069  0.1425
Si  7.1205  0.9584  14.6721  -0.0066  -0.0012  0.1171
Si  0.9398  9.3569  22.5141  -0.0019  -0.0003  -0.1064
Si  1.1874  4.3199  11.8982  0.0101  -0.0125  0.1707
Si  6.2728  8.9636  15.323  -0.0058  0.0034  0.0957
Si  0.6899  1.3772  12.2966  -0.0045  0.0049  0.1549
Si  8.6262  4.9514  20.5067  0.011  -0.0109  -0.0644
Si  0.3282  5.7186  9.3858  -0.0063  -0.1145  0.0965
Si  5.1061  3.1245  17.9492  0.0048  0.0028  0.0231
Si  0.8887  3.743  16.7482  0.0105  0.0061  0.0602
Si  10.4078  2.8496  19.2297  0.0022  -0.0042  -0.0145
Si  5.2861  1.1795  10.403  0.0738  0.0465  0.268
Si  0.8877  0.1779  19.8424  -0.0012  0.0118  -0.0526
Si  6.6637  9.4638  10.8846  0.0457  -0.0488  0.184
Si  9.3406  9.6783  18.3241  -0.0056  -0.0002  0.0176
Si  9.4083  9.2444  12.5765  0.0111  -0.0169  0.1636
Si  6.5659  3.8455  22.5778  0.0001  -0.0049  -0.1006
Si  2.4449  8.0716  9.3856  -0.0349  0.0042  0.1699
Si  10.5925  7.3676  17.0772  0.0031  -0.0081  0.0393
Si  2.5135  6.2918  16.5764  0.0024  -0.0055  0.063
Si  10.1807  4.4902  14.197  -0.008  0.0108  0.1317
Si  6.1407  9.1853  18.517  -0.0024  0.001  0.0106
Si  7.9533  2.5697  9.5858  -0.0146  -0.0453  0.1824
Si  8.8875  2.1381  12.4582  0.0134  -0.0207  0.1887
Si  5.3402  6.2468  18.0667  -0.0027  0.0026  0.0037
Si  3.9231  0.5565  19.4634  -0.001  -0.0102  -0.0431
Si  4.2776  3.8549  12.0682  -0.0219  0.033  0.1758
Si  5.5522  6.6066  12.1445  0.0027  -0.0147  0.1711
Si  8.015  2.5077  17.2237  0.0011  0.0097  0.0462
Si  4.3636  2.4843  14.9733  0.0059  -0.0105  0.1018
Si  1.5469  1.2124  15.2602  0.0079  -0.0029  0.1
Si  1.5827  9.4249  12.0495  -0.0119  0.0211  0.1729
Si  8.0618  6.8547  13.8721  0.0052  0.0039  0.1249
Si  10.3873  9.8374  15.4901  0.0084  -0.0101  0.0999
Si  9.8015  7.0161  22.5448  -0.0033  0.0022  -0.1044
Si  8.1094  5.4861  17.4058  -0.0056  0.0032  0.0256
O  6.058  7.9655  11.2937  0.0068  0.0373  -0.0845
O  6.0218  9.2044  16.8992  0.0019  0.0004  -0.0444
O  7.6976  1.3517  13.2038  0.0184  0.0161  -0.0887
O  0.9023  1.7492  13.8675  -0.0118  0.0025  -0.0852
O  9.4307  6.2554  16.8805  0.0041  0.0015  -0.0157
O  6.7698  6.2091  13.1404  -0.0326  0.0011  -0.0752
O  5.1345  4.663  18.612  0.0007  -0.0023  0.0046
O  9.2355  2.163  18.2735  -0.0091  0.0001  -0.0052
O  2.3678  0.0971  19.074  -0.0013  0.0004  0.0152
O  9.414  10.2338  16.7641  0.0065  0.0028  -0.0369
O  2.7941  4.4547  11.7177  -0.0022  -0.0102  -0.0602
O  5.0675  10.3241  19.1044  -0.0003  0.0011  0.011
O  9.4318  3.2487  13.4832  -0.0096  -0.0193  -0.0781
O  0.4609  1.7663  19.959  0.0005  -0.0015  0.0215
O  3.1612  1.3621  15.0647  -0.0016  0.0019  -0.039
O  8.1665  5.3745  19.0192  -0.0013  0.0011  0.0102
O  3.8954  6.5978  17.3874  -0.0079  0.0001  -0.0148
O  4.5827  3.2812  16.3922  -0.0077  -0.0073  -0.046
O  9.0689  5.6674  14.318  -0.0009  0.0017  -0.0493
O  5.447  2.7585  22.13  -0.001  0.0005  0.0447
O  10.6689  4.1346  15.6922  -0.015  0.0048  -0.0604
O  0.3505  3.869  18.2844  0.0043  0.0028  -0.0116
O  10.4271  10.5181  19.2152  -0.0001  -0.0032  0.0094
O  9.6521  10.0293  14.0286  -0.0134  -0.0037  -0.0903
O  10.9009  8.1242  22.0884  0.0028  0.0001  0.0453
O  1.2002  2.16  16.5328  0.0023  -0.0107  -0.0313
O  9.7353  3.7524  20.4173  -0.0047  0.0068  0.0267
O  8.1298  4.0339  16.6783  0.0017  -0.0032  -0.021
O  -0.0256  9.1057  11.9095  0.0138  -0.0024  -0.0694
O  6.5898  2.4198  18.0171  0.0023  -0.0005  -0.0066
O  5.627  10.7346  11.2541  -0.0295  0.0423  -0.104
O  7.7519  9.5929  18.8429  0.0034  0.0004  0.0047
O  10.0425  1.031  12.0529  -0.008  0.0036  -0.063
O  1.3146  6.9613  9.0632  -0.0081  -0.0068  -0.0743
O  0.6352  4.7674  13.3695  0.0249  -0.0051  -0.0874
O  5.7065  7.6241  18.9827  0.0001  -0.0017  0.0088
O  5.2463  5.0885  11.5271  0.0047  -0.0167  -0.0786
O  2.7157  6.9876  15.1142  0.0133  0.0214  -0.0641
O  0.9219  2.7581  11.47  0.0021  0.0119  -0.055
O  0.8679  10.6851  15.5483  0.002  0.0045  -0.0362
O  2.413  8.6009  10.9091  0.0232  -0.0216  -0.117
O  4.6897  2.4366  11.2906  0.0342  -0.0781  -0.128
O  4.2479  3.5254  13.6931  0.0019  0.0148  -0.1167
O  2.2017  4.683  16.4793  -0.0023  -0.0027  -0.0228
O  10.7078  8.2496  15.6972  -0.0037  0.0154  -0.0402
O  6.928  10.2926  14.6734  0.0071  0.0055  -0.0435
O  2.3569  8.9627  13.4253  -0.0198  0.0141  -0.0833
O  8.0301  1.5218  15.9161  -0.0035  -0.0115  -0.0486
O  4.1339  7.0003  12.8541  0.0245  -0.0122  -0.0842
O  4.1792  2.0121  18.727  0.0028  0.004  0.0059
O  7.29  4.4187  21.2567  -0.0093  -0.0055  0.0463
O  8.3853  2.9047  11.1093  -0.0269  0.0127  -0.127
O  1.182  6.863  17.3572  -0.0001  0.0015  -0.0125
O  5.6595  1.5878  14.7412  0.0049  -0.0006  -0.0391
O  8.1548  9.7539  11.584  -0.0505  0.0112  -0.0975
O  9.2023  6.289  21.2295  0.0041  0.0126  0.0487
O  8.9723  7.7149  12.858  0.0075  0.0197  -0.0651
O  1.6655  0.1299  11.8759  0.0027  -0.0112  -0.0562
O  6.6455  6.1525  17.0619  0.0031  0.0003  -0.0132
O  7.4089  7.8059  15.043  0.0121  -0.0131  -0.0502
O  1.2162  10.2939  21.2203  -0.0006  -0.0109  0.0545
O  10.0348  8.2009  18.355  0.0019  -0.0022  -0.0045
O  3.9454  0.8477  21.0786  0.0023  0.0052  0.0552
O  0.3431  5.3586  10.9567  -0.0117  0.0218  -0.1667
O  6.6444  1.6061  9.6025  -0.0046  0.0338  -0.0912
O  4.7865  8.7018  14.6847  -0.0158  -0.0085  -0.052

Results
free energy: -139958.709 eV
free energy less fixed offsets of As -4856.12, O -568.88, Si -635.61 eV per atom: -2.869 eV

The program warned: the cutoff lies below the one the program advises for these potential files; the exchange-correlation potential is rough where the density is thin.
